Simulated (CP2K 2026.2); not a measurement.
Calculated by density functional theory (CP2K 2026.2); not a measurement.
Periodic cell of 534 atoms, Si358O176, from a study of silicon, its oxide and their interface. The atomic structure is a simulated model.
Doubt: the forces sum to 0.67 eV/angstrom along one axis rather than to zero, so they err by at least 0.0012 eV/angstrom per atom on average; the grid cutoff is modest.

Settings
functional: PBE
method: Gaussian and plane waves
basis set: DZVP-MOLOPT-SR-GTH
pseudopotentials: GTH-PBE
grid cutoff: 350 Ry, relative cutoff 50 Ry
k points: Gamma only
occupations: fixed
spin: none
net charge: 0

Cell vectors (angstrom)
a	16.32	0	0
b	0	16.32	0
c	-0.2272	0.2239	35.368

Atoms and the computed forces on them: element, x, y, z (angstrom), force x, y, z (eV/angstrom)
Si	0.476	15.837	0.049	-0.19	0.068	0.825
Si	2.646	2.663	35.21	-0.253	0.274	0.864
Si	15.988	5.82	34.979	-0.119	0.113	0.859
Si	2.63	8.25	35.201	-0.178	0.213	0.832
Si	15.815	11.045	35.236	0.109	0.146	0.755
Si	2.648	13.623	0.374	0.032	-0.003	0.525
Si	4.946	0.463	35.246	0.364	-0.217	0.74
Si	8.515	2.969	0.064	-0.062	-0.446	0.625
Si	4.858	5.967	35.186	0.26	-0.261	0.785
Si	8.423	7.877	35.302	-0.279	0.202	0.818
Si	4.608	11.698	35.277	0.258	-0.014	0.819
Si	8.173	14.232	35.327	-0.373	-0.293	0.745
Si	11.08	16.123	0.569	-0.121	0.251	0.812
Si	12.761	3.187	0.058	0.463	-0.089	0.691
Si	10.839	5.532	0.573	0.023	0.031	0.577
Si	13.227	8.584	0.173	0.143	-0.223	0.808
Si	10.9	10.654	0.032	-0.262	0.343	0.806
Si	13.197	13.828	0.412	0.287	-0.198	0.775
Si	1.344	1.337	1.268	0.014	0.037	-0.084
Si	3.967	4.127	1.13	-0.002	0.004	-0.027
Si	1.282	6.825	1.144	-0.02	0.038	-0.031
Si	3.957	9.661	1.204	0.03	-0.026	-0.007
Si	1.218	12.078	1.351	-0.066	0.006	-0.035
Si	4.094	15.099	1.431	0.001	0.038	0.005
Si	6.894	1.433	1.104	0.016	0.01	-0.055
Si	9.516	4.114	1.795	-0.01	-0.006	0.019
Si	6.77	6.793	1.142	0.022	-0.011	-0.043
Si	9.405	9.451	1.319	-0.032	-0.003	-0.086
Si	6.762	12.465	1.02	0.011	-0.007	-0.053
Si	9.437	15.038	1.733	0.017	-0.005	-0.081
Si	12.166	1.541	1.666	0.068	0.009	-0.033
Si	14.734	4.25	1.011	0.018	-0.058	-0.058
Si	12.243	7	1.58	0.017	0.036	-0.001
Si	14.737	9.745	1.492	0.056	-0.058	-0.046
Si	11.962	12.231	1.515	-0.009	-0.059	-0.066
Si	15.014	14.94	1.375	-0.005	0.026	-0.033
Si	16.172	2.809	2.443	0.003	0.042	-0.027
Si	2.688	0.103	2.76	-0.03	-0.026	0.017
Si	16.239	8.224	2.58	-0.028	0.005	-0.018
Si	2.628	5.481	2.558	0	-0.009	0.009
Si	16.258	13.532	2.753	-0.032	-0.046	-0.006
Si	2.626	10.841	2.73	0.015	0.012	-0.004
Si	5.432	2.8	2.501	0.004	-0.005	0.003
Si	8.017	0.172	2.788	-0.042	0.052	0.021
Si	5.421	8.263	2.496	-0.007	-0.017	0.005
Si	7.977	5.537	2.778	0.001	0.023	0.032
Si	5.485	13.687	2.654	0.026	-0.029	0.013
Si	7.999	10.96	2.507	0.012	0.074	0.003
Si	10.826	2.749	3.093	-0.033	-0.045	0.028
Si	13.672	0.083	2.754	-0.028	-0.067	-0.023
Si	10.774	8.288	2.844	-0.01	0.015	0.056
Si	13.594	5.493	2.72	0.02	-0.017	-0.005
Si	10.745	13.584	2.946	0.032	0.008	0.069
Si	13.406	11.007	2.896	-0.023	0.033	0.044
Si	1.246	4.129	3.908	-0.026	-0.024	0
Si	4.072	1.496	4.008	0.048	0.009	-0.014
Si	1.259	9.509	4.058	-0.023	-0.008	0.017
Si	4.021	6.877	3.893	0.019	0.012	-0.035
Si	1.315	14.984	4.047	0.03	0	-0.021
Si	4.035	12.303	3.975	0.004	0.007	-0.006
Si	6.648	4.128	4.057	-0.013	-0.035	0.016
Si	9.375	1.399	4.261	-0.016	0.001	0.038
Si	6.698	9.611	3.957	0.011	-0.004	0.012
Si	9.395	6.884	4.113	0.011	-0.024	-0.011
Si	6.715	15.052	4.11	0.002	-0.013	0.001
Si	9.322	12.209	4.114	-0.042	-0.076	-0.004
Si	12.246	4.204	4.195	-0.008	0.035	0.007
Si	14.974	1.487	4.052	0.019	0.042	-0.015
Si	12.113	9.601	4.222	0.001	-0.01	0.022
Si	14.946	6.868	4.044	-0.017	0.024	0.001
Si	12.22	15.026	4.104	-0.007	0.042	-0.043
Si	14.858	12.317	4.177	0.012	-0.002	-0.004
Si	16.243	16.367	10.895	-0.004	-0.007	0.006
Si	2.649	2.788	10.9	-0.009	-0.013	0.006
Si	-0.063	5.518	10.884	-0.014	-0.021	0.007
Si	2.642	8.24	10.871	0.007	0	-0.005
Si	-0.069	10.947	10.866	-0.008	0.002	-0.008
Si	2.634	13.64	10.877	0.012	-0.011	0.002
Si	5.344	16.375	10.855	0.008	0.018	-0.01
Si	8.075	2.789	10.839	0.011	-0.022	-0.003
Si	5.358	5.525	10.886	-0.005	0.013	0.004
Si	8.066	8.246	10.902	0.01	0.019	0.001
Si	5.34	10.957	10.895	-0.009	-0.001	-0.004
Si	8.058	13.667	10.886	0.006	-0.004	0.005
Si	10.787	0.069	10.867	-0.006	0.024	0.004
Si	13.532	2.791	10.861	-0.011	0.006	0.001
Si	10.809	5.518	10.855	-0.003	-0.004	0
Si	13.55	8.237	10.862	0.007	-0.011	-0.016
Si	10.796	10.945	10.908	0.002	-0.007	0.005
Si	13.531	13.65	10.892	0.003	0.012	0.003
Si	1.293	1.409	12.246	0.004	0.017	0.013
Si	4.006	4.163	12.255	0.008	-0.009	0.012
Si	1.295	6.891	12.245	0.014	0.021	-0.007
Si	3.967	9.61	12.252	-0.006	-0.003	-0.007
Si	1.282	12.286	12.26	-0.007	0	0.002
Si	4	14.998	12.223	-0.006	0	-0.012
Si	6.712	1.417	12.191	-0.013	-0.015	-0.007
Si	9.447	4.147	12.193	0.007	0.011	0.005
Si	6.695	6.899	12.263	0.007	-0.026	0.01
Si	9.426	9.605	12.275	0.006	-0.009	0.016
Si	6.707	12.312	12.259	0.01	0.015	0.006
Si	9.419	15.034	12.23	0.014	0.005	0.001
Si	12.166	1.42	12.206	0.001	-0.011	-0.009
Si	14.883	4.154	12.221	-0.009	-0.006	0.007
Si	12.176	6.891	12.206	0.004	0.004	0
Si	14.905	9.589	12.237	-0.009	0.008	-0.006
Si	12.171	12.292	12.266	-0.022	-0.011	0.015
Si	14.888	14.994	12.269	-0.01	0.002	0.017
Si	-0.082	2.785	13.572	-0.009	-0.005	0.006
Si	2.642	16.333	13.591	0.008	-0.003	0.002
Si	-0.034	8.272	13.621	-0.006	-0.013	0.003
Si	2.654	5.547	13.614	-0.006	-0.003	0.007
Si	-0.071	13.621	13.644	-0.005	-0.006	0.002
Si	2.62	10.934	13.665	0.015	-0.002	0.003
Si	5.38	2.768	13.57	0.019	-0.009	0.004
Si	8.024	16.371	13.582	0.004	0.02	0.003
Si	5.32	8.281	13.624	-0.021	0.029	0.001
Si	8.094	5.511	13.552	0.001	0.015	0.007
Si	5.338	13.657	13.625	-0.01	-0.009	0.004
Si	8.064	10.975	13.645	0.007	-0.004	0.007
Si	10.815	2.791	13.548	0.009	-0.017	0.008
Si	13.49	16.365	13.584	-0.018	0.02	0
Si	10.835	8.247	13.589	0.002	0.005	-0.003
Si	13.541	5.547	13.564	-0.001	0.003	0.002
Si	10.778	13.671	13.582	0	0.006	0.013
Si	13.545	10.916	13.625	0.012	-0.002	0.002
Si	1.263	4.176	14.919	-0.005	-0.011	-0.016
Si	4.029	1.371	14.907	0.012	-0.02	-0.019
Si	1.293	9.586	15.092	-0.011	0.015	0.024
Si	3.975	6.936	15.013	-0.009	0.012	0.015
Si	1.298	14.984	14.997	0.02	-0.003	0.006
Si	3.984	12.303	15.008	-0.008	0.016	-0.014
Si	6.749	4.143	14.906	-0.001	-0.007	-0.014
Si	9.415	1.431	14.865	0.001	-0.001	-0.018
Si	6.658	9.649	15.001	0.008	0.028	0.012
Si	9.465	6.873	14.896	-0.005	-0.024	-0.017
Si	6.673	15.019	15.002	0.021	0.006	0.013
Si	9.423	12.363	14.995	0.004	0.004	-0.013
Si	12.185	4.171	14.89	-0.001	0.012	0.015
Si	14.877	1.397	14.906	0.008	-0.003	-0.038
Si	12.172	9.589	15.009	-0.021	-0.026	0.015
Si	14.909	6.911	14.928	-0.017	0.01	-0.006
Si	12.13	15	14.959	0.002	0.017	0.001
Si	14.922	12.222	15.02	0.021	-0.024	-0.002
Si	16.203	16.344	16.284	-0.005	0.002	-0.002
Si	2.636	2.744	16.158	-0.032	0.007	-0.021
Si	-0.063	5.575	16.296	0.028	-0.03	0.002
Si	2.629	8.234	16.517	0.006	-0.004	0.014
Si	-0.059	10.912	16.524	-0.007	0.031	0.025
Si	2.643	13.624	16.409	-0.022	-0.016	-0.014
Si	5.323	16.375	16.389	-0.009	-0.013	0.037
Si	8.128	2.799	16.265	-0.005	0.009	-0.01
Si	5.407	5.538	16.226	0.037	-0.021	0.01
Si	8.09	8.247	16.204	-0.013	0.012	-0.008
Si	5.312	11.008	16.449	0.029	-0.002	0.005
Si	8.015	13.67	16.4	0.01	-0.01	-0.004
Si	10.678	16.36	16.241	-0.022	-0.011	0.017
Si	13.571	2.82	16.222	0.012	0.004	0.025
Si	10.809	5.5	16.256	0.004	0.001	0.008
Si	13.567	8.21	16.35	-0.005	0.004	-0.006
Si	10.823	11.029	16.328	0.01	-0.014	-0.016
Si	13.525	13.607	16.274	-0.025	-0.009	-0.033
Si	1.252	1.453	17.53	0.025	0.009	-0.014
Si	3.984	4.136	17.434	0.015	0	-0.056
Si	1.208	6.825	17.855	-0.009	-0.011	0.019
Si	4.024	9.632	17.877	-0.028	0.018	0.029
Si	1.348	12.307	17.899	0.006	-0.015	-0.009
Si	3.935	15.008	17.802	-0.009	0.004	-0.013
Si	6.763	1.474	17.622	0.025	0.002	-0.024
Si	9.501	4.135	17.649	-0.002	-0.004	-0.011
Si	6.857	6.828	17.58	-0.012	-0.039	-0.048
Si	9.357	9.678	17.54	-0.024	0.029	-0.016
Si	6.632	12.394	17.87	0.011	0.012	-0.025
Si	9.311	15.091	17.741	-0.006	0.027	-0.031
Si	12.105	1.445	17.406	0.006	0.02	-0.044
Si	14.946	4.183	17.618	-0.034	0.002	-0.001
Si	12.199	6.789	17.626	0.049	0	-0.032
Si	14.861	9.497	17.862	-0.016	0.011	-0.006
Si	12.205	12.358	17.743	0.013	-0.01	-0.034
Si	14.897	14.897	17.634	0.023	-0.025	-0.015
Si	0.086	2.898	18.952	0.051	0.086	0.038
Si	2.472	16.431	18.988	-0.01	-0.032	0.052
Si	16.076	8.045	19.357	-0.014	-0.033	0.045
Si	2.692	5.329	18.945	-0.027	0.012	0.01
Si	-0.056	13.716	19.221	0.004	-0.001	0.033
Si	2.659	10.933	19.4	-0.013	-0.012	0.005
Si	5.383	2.918	18.802	0.012	0.028	0.055
Si	7.96	0.184	19.179	-0.019	-0.035	0.075
Si	5.53	8.156	18.961	0.017	0.022	0.021
Si	8.238	5.527	19.036	-0.014	-0.002	0.068
Si	5.324	13.831	19.348	0.041	0.039	0.063
Si	7.99	10.892	19.092	-0.018	-0.051	0.052
Si	10.869	2.714	18.92	-0.014	-0.012	0.073
Si	13.437	16.375	18.658	-0.013	-0.012	0.017
Si	10.863	8.358	18.709	0.013	0.027	-0.003
Si	13.442	5.307	19.026	-0.031	0.001	0.095
Si	10.776	13.769	19.013	0.004	0.003	0.055
Si	13.569	10.999	19.186	0.024	0.014	0.032
Si	1.817	3.734	20.472	-0.258	0.116	-0.733
Si	3.938	1.568	20.008	-0.04	0.044	-0.604
Si	1.009	9.616	20.614	0.23	-0.122	-0.806
Si	4.305	6.534	20.061	0.102	0.03	-0.67
Si	0.747	15.625	20.457	0.315	-0.302	-0.672
Si	4.179	12.307	20.751	-0.27	0.031	-0.76
Si	6.508	4.437	20.21	0.166	-0.05	-0.815
Si	9.685	1.309	20.316	-0.228	0.068	-0.736
Si	7.166	9.047	20.41	-0.224	0.397	-0.828
Si	9.613	7.125	20.165	0.066	-0.292	-0.637
Si	6.181	15.767	20.631	0.274	-0.345	-0.814
Si	9.581	12.152	20.211	-0.253	0.197	-0.702
Si	12.54	3.511	20.355	-0.15	0.265	-0.755
Si	14.834	1.462	19.798	-0.006	0.077	-0.549
Si	11.804	9.887	20.218	0.339	-0.153	-0.761
Si	14.583	6.488	20.634	0.123	0.282	-0.82
Si	11.939	15.456	20.183	-0.022	-0.168	-0.738
Si	15.246	12.031	20.537	-0.193	0.127	-0.8
Si	0.638	1.297	25.608	0.044	-0.084	-0.161
Si	7.859	4.101	27.105	-0.098	0.041	-0.049
Si	16.136	4.389	22.556	0.049	0.015	-0.147
Si	2.882	8.089	22.413	-0.062	0.106	-0.114
Si	13.863	14.66	29.691	0.014	0.056	0.009
Si	2.064	11.621	30.891	0.017	0.024	0.21
Si	2.451	3.797	26.334	-0.045	-0.052	-0.138
Si	9.73	4.503	24.675	0.046	0.162	-0.227
Si	2.379	8.639	27.329	0.098	0.135	-0.047
Si	5.331	10.022	22.488	0.079	0.034	-0.233
Si	4.91	15.732	25.248	-0.004	-0.081	-0.154
Si	7.234	0.224	23.452	-0.195	-0.068	-0.183
Si	12.325	14.357	22.875	-0.055	-0.021	-0.127
Si	12.431	3.588	23.432	-0.053	-0.119	-0.296
Si	11.959	7.584	22.07	-0.122	-0.062	-0.348
Si	15.698	9.557	27.796	-0.021	0.026	0.135
Si	9.969	12.615	22.981	-0.09	0.112	-0.019
Si	14.91	13.081	23.515	0.041	-0.031	-0.233
Si	3.943	1.463	27.301	-0.064	-0.1	-0.076
Si	12.919	3.507	29.935	-0.032	-0.153	0.197
Si	14.555	5.106	24.884	0.081	-0.018	-0.178
Si	14.552	6.872	27.136	-0.037	-0.143	0.037
Si	14.28	11.319	25.768	0.053	-0.225	-0.106
Si	4.473	13.509	23.546	0.142	-0.146	-0.196
Si	8.072	6.774	28.288	0.051	0.037	-0.142
Si	8.115	2.953	22.492	0.131	-0.116	-0.106
Si	11.892	10.342	29.664	0.021	0.083	-0.055
Si	6.441	11.67	24.726	0.108	0.194	-0.223
Si	6.763	1.592	28.694	0.083	0.076	0.1
Si	3.638	11.175	28.286	-0.004	0.008	0.045
Si	9.875	15.246	24.26	-0.009	-0.19	-0.154
Si	14.841	1.777	23.6	-0.03	0.006	-0.153
Si	14.558	8.939	30.53	-0.005	0.006	0.123
Si	0.631	14.471	30.408	0.117	-0.002	0.016
Si	9.379	10.37	24.806	-0.153	-0.088	-0.045
Si	13.248	13.991	26.958	0.042	0.139	0.076
Si	14.317	3.279	27.496	0.008	0.12	-0.052
Si	1.196	0.578	28.598	-0.009	0.024	0.121
Si	15.617	1.949	30.868	0.127	0.046	0.134
Si	8.033	7.502	32.353	0.054	0.01	0.23
Si	0.185	15.647	23.409	-0.001	0.079	-0.165
Si	10.249	2.007	30.836	-0.066	0.054	0.1
Si	3.999	6.982	29.145	0.192	-0.005	-0.011
Si	6.436	8.357	30.164	0.058	0.108	-0.044
Si	7.705	13.667	31.161	-0.079	0.006	0.112
Si	3.299	6.584	25.128	0.068	0.023	-0.104
Si	10.582	7.627	24.83	-0.069	0.001	-0.115
Si	10.809	15.512	27.022	0.127	0.108	-0.039
Si	11.726	9.804	26.496	-0.137	-0.037	0
Si	0.364	5.023	28.356	-0.027	-0.027	0.03
Si	9.01	15.886	29.38	-0.137	0.054	0.172
Si	12.267	12.891	31.335	-0.029	-0.154	0.151
Si	0.997	3.863	32.889	-0.092	-0.109	0.096
Si	15.181	8.502	33.573	-0.058	-0.037	0.305
Si	1.932	6.072	30.891	-0.022	0.08	0.143
Si	4.442	10.855	32.311	-0.195	0.01	0.234
Si	14.351	13.064	33.314	0.126	-0.092	0.104
Si	4.442	12.967	26.209	-0.025	0.063	-0.128
Si	6.789	4.81	33.311	-0.017	0.061	0.058
Si	13.013	6.465	29.659	-0.078	0.094	0.007
Si	10.188	7.956	30.017	-0.096	-0.082	0.123
Si	5.819	6.193	26.685	0.061	0.095	-0.036
Si	6.697	15.831	33.025	-0.026	0.027	0.042
Si	9.775	12.684	33.224	-0.022	-0.076	0.16
Si	10.634	1.888	33.794	0.062	0.181	0.344
Si	13.456	0.33	27.598	-0.111	-0.094	-0.046
Si	6.312	11.217	29.984	0.137	0.063	0.039
Si	2.205	8.987	32.174	0.096	0.03	0.137
Si	7.314	2.3	31.525	0.094	-0.115	0.245
Si	15.848	15.819	32.586	0.028	-0.028	0.278
O	15.14	0.602	31.644	-0.525	0.117	-0.023
O	0.125	2.956	31.863	0.025	-0.109	-0.313
O	15.755	7.007	33.858	0.293	0.099	-0.296
O	2.075	2.982	33.715	0.157	-0.068	-0.664
O	1.786	5.048	32.126	0.271	0.156	-0.094
O	0.092	4.538	34.061	0.052	-0.212	-0.231
O	3.79	7.153	34.842	-0.114	0.114	-0.359
O	3.775	9.401	32.017	0.521	-0.638	-0.386
O	15.432	12.118	34.057	0.1	0.145	-0.545
O	16.019	9.632	34.405	0.258	0.014	-0.254
O	3.49	12.872	34.923	0.178	0.218	-0.367
O	1.354	14.89	35.011	0.109	-0.001	-0.361
O	5.285	16.168	33.755	-0.253	0.034	-0.359
O	3.858	1.618	34.918	-0.033	0.035	-0.217
O	9.39	2.846	34.249	-0.069	0.295	-0.558
O	7.363	4.347	34.751	-0.385	0.442	0.196
O	5.349	5.444	33.705	-0.36	0.015	-0.591
O	6.717	8.22	31.74	-0.553	0.106	0.327
O	8.226	8.315	33.746	-0.179	0.393	-0.279
O	9.395	7.649	28.612	0.341	0.281	-0.352
O	5.796	11.024	31.492	0.501	-0.174	0.257
O	4.901	11.009	33.84	0.144	-0.312	-0.058
O	9.445	13.588	34.53	0.591	-0.024	0.078
O	7.597	15.336	34.279	0.141	0.506	0.19
O	14.219	7.387	30.22	0.437	-0.243	0.224
O	10.258	0.507	34.518	-0.582	-0.383	-0.459
O	12.959	3.563	28.317	-0.413	0.244	-0.488
O	12.122	2.503	34.108	0.137	-0.099	-0.294
O	9.543	6.68	35.108	0.128	-0.031	-0.531
O	11.596	4.734	35.111	-0.011	0.05	-0.577
O	13.664	8.38	34.12	-0.447	-0.344	-0.394
O	11.857	9.838	35.037	-0.128	-0.159	-0.646
O	8.492	12.748	32.245	-0.353	-0.3	-0.003
O	10.066	11.251	33.92	-0.159	-0.206	-0.349
O	13.167	13.31	34.359	-0.403	-0.283	-0.189
O	12.241	15.094	0.111	0.122	0.206	-0.473
O	1.317	4.275	21.943	0.15	0.412	0.356
O	15.553	2.87	22.61	0.236	-0.274	-0.08
O	4.971	0.557	20.799	-0.134	-0.027	0.059
O	2.941	2.587	20.857	-0.167	0.13	0.604
O	1.497	8.845	21.995	-0.37	-0.196	0.638
O	-0.039	10.827	20.97	-0.132	0.165	0.137
O	3.344	7.217	21.161	-0.265	-0.25	-0.14
O	2.863	7.057	23.645	-0.241	-0.473	0.085
O	3.764	3.03	26.903	0.315	0.476	-0.022
O	1.084	15.469	22.054	0.419	-0.259	0.334
O	3.797	13.166	22.115	-0.605	0.134	0.109
O	3.678	12.782	24.774	-0.765	-0.278	-0.077
O	5.405	5.524	20.754	-0.11	0.007	0.625
O	7.078	3.677	21.508	-0.059	0.133	0.141
O	10.805	0.186	20.752	0.053	0.016	0.557
O	9.252	2.17	21.637	0.229	0.177	0.474
O	5.208	11.183	21.354	0.508	-0.014	-0.112
O	6.546	9.144	21.917	0.428	-0.255	0.637
O	10.722	6.771	21.344	0.198	-0.548	0.156
O	8.455	8.11	20.755	-0.059	0.214	0.685
O	8.77	4.114	23.415	-0.063	0.584	0.116
O	6.675	15.675	22.183	-0.141	-0.093	0.448
O	11.47	13.022	22.545	0.423	-0.35	-0.225
O	9.026	12.711	21.658	-0.3	0.375	0.234
O	13.413	4.824	23.786	0.088	0.479	-0.211
O	12.002	3.797	21.877	-0.244	0.169	0.215
O	13.717	2.382	20.611	0.138	-0.125	0.215
O	15.826	0.372	20.527	0.064	0.131	0.068
O	9.999	11.099	23.507	0.131	-0.211	-0.195
O	10.693	11.014	20.564	-0.083	0.005	0.358
O	15.399	5.372	21.498	0.341	-0.059	-0.045
O	13.428	7.033	21.659	0.172	-0.115	0.415
O	13.566	13.948	23.792	-0.105	0.021	0.456
O	12.818	14.981	21.471	0.492	0.167	0.204
O	14.825	12.706	21.945	-0.337	0.4	-0.013
O	15.011	11.68	24.349	0.267	-0.407	-0.171
O	1.044	16.422	24.562	0.385	-0.274	0.281
O	16.11	14.128	23.844	0.263	-0.258	0.513
O	4.887	8.191	29.759	-0.187	0.288	0.211
O	1.607	2.609	25.6	0.139	0.168	-0.216
O	15.973	4.992	24.069	0.602	0.322	0.211
O	14.374	4.037	26.084	-0.133	-0.147	0.019
O	0.888	9.21	27.39	0.024	-0.031	-0.046
O	2.577	7.692	26.051	-0.394	0.181	-0.055
O	15.353	14.337	30.194	-0.074	-0.316	0.025
O	13.563	13.627	28.492	0.253	-0.719	-0.004
O	1.203	12.968	30.637	-0.175	-0.093	-0.035
O	4.939	14.51	26.331	0.113	0.315	0.755
O	6.396	16.242	24.813	0.173	-0.066	0.595
O	4	0.574	25.923	-0.364	0.366	-0.401
O	9.947	6.116	24.936	-0.006	-0.065	0.177
O	2.826	5.045	25.365	-0.232	-0.23	-0.154
O	4.919	6.629	25.406	0.463	0.066	-0.525
O	7.136	7.031	29.567	-0.157	-0.414	0.242
O	5.684	10.464	23.98	-0.068	-0.549	0.245
O	9.305	7.604	31.338	0.378	-0.209	-0.074
O	3.448	9.867	27.345	0.437	-0.113	-0.576
O	3.938	9.266	22.649	-0.196	0.026	0.111
O	11.36	15.409	23.635	0.212	0.597	0.008
O	5.362	1.235	28.01	-0.094	-0.387	0.244
O	4.32	15.1	23.856	-0.141	0.537	-0.215
O	8.785	16.128	23.501	0.131	0.199	0.049
O	11.134	3.729	24.392	0.234	-0.366	0.557
O	13.262	2.193	23.678	-0.063	-0.458	0.445
O	12.012	9.14	21.642	0.228	0.367	0.785
O	11.683	7.532	23.646	0.211	0.039	0.304
O	14.343	6.548	25.564	0.076	0.376	-0.365
O	13.334	6.321	28.062	-0.352	-0.438	-0.449
O	10.379	10.625	26.066	-0.178	0.351	0.654
O	6.05	12.981	23.759	0.431	0.292	0.07
O	9.469	13.669	24.115	-0.571	-0.193	0.645
O	15.292	10.881	26.955	0.363	0.32	0.393
O	2.74	1.051	28.331	0.104	-0.098	0.271
O	15.163	0.249	23.134	-0.545	-0.246	-0.008
O	15.545	1.863	25.056	-0.089	0.206	0.276
O	15.59	3.811	28.373	0.178	-0.1	0.387
O	1.649	4.45	27.577	0.212	-0.126	0.321
O	14.636	8.459	27.283	-0.5	0.164	-0.122
O	1.387	10.314	31.631	-0.379	0.027	0.251
O	4.808	6.213	27.97	0.027	-0.36	-0.064
O	0.85	15.293	31.798	0.627	0.126	0.211
O	13.732	16.181	29.138	0.219	0.341	0.51
O	1.228	15.361	29.178	0.439	-0.191	-0.289
O	3.463	12.518	27.393	-0.263	0.154	0.312
O	7.573	2.693	27.827	0.174	-0.034	0.046
O	8.425	5.199	28.171	0.239	-0.2	0.536
O	6.471	4.712	26.49	-0.384	-0.389	-0.225
O	8.997	3.892	25.979	0.369	-0.23	0.365
O	11.563	7.108	29.95	-0.075	-0.233	0.205
O	7.125	7.156	26.994	0.234	0.336	-0.521
O	10.561	9.529	30.1	-0.404	0.349	0.092
O	12.046	10.134	28.055	0.386	-0.107	-0.191
O	7.648	0.243	28.827	-0.407	-0.051	-0.268
O	5.765	12.006	26.161	0.465	-0.443	0.717
O	6.441	2.141	30.181	-0.64	0.252	-0.233
O	9.818	15.148	28.219	0.142	-0.636	-0.141
O	9.88	15.824	25.754	-0.541	0.225	0.02
O	7.237	1.837	23.276	-0.287	0.285	0.057
O	13.065	5.043	30.426	0.096	-0.018	0.311
O	14.259	1.676	27.317	0.506	0.057	-0.099
O	15.559	9.601	29.421	0.212	0.45	0.27
O	13.172	9.752	30.448	-0.108	0.09	0.185
O	13.028	10.291	25.639	-0.124	-0.436	-0.366
O	12.714	14.353	30.785	-0.214	0.617	-0.008
O	8.815	2.742	31.066	-0.011	0.586	-0.382
O	13.716	12.758	26.128	-0.25	0.134	-0.183
O	11.668	14.184	26.697	-0.506	-0.384	-0.138
O	15.192	8.935	32.02	0.118	0.476	-0.364
O	0.538	0.678	27.107	-0.462	-0.191	0.054
O	14.197	2.646	30.465	-0.154	0.003	0.107
O	0.324	1.487	29.657	0.027	0.013	-0.223
O	14.973	14.504	32.944	0.041	0.068	0.027
O	-0.19	0.303	33.956	-0.371	0.518	-0.291
O	2.508	11.11	29.424	-0.204	-0.237	-0.123
O	7.043	9.789	29.636	0.295	0.006	-0.621
O	1.76	7.623	31.41	-0.339	-0.118	-0.391
O	0.818	5.58	29.805	-0.209	-0.111	-0.01
O	10.699	1.479	32.268	0.001	-0.463	-0.137
O	6.602	14.599	31.953	-0.51	-0.274	-0.357
O	2.652	7.691	28.602	-0.495	-0.203	0.323
O	3.437	5.954	30.264	0.493	-0.294	-0.056
O	7.733	5.929	32.631	0.233	-0.327	-0.319
O	6.662	3.493	32.392	-0.233	-0.017	-0.311
O	7.298	0.873	32.343	0.051	0.172	0.169
O	5.093	11.318	28.95	0.016	0.117	-0.361
O	7.135	12.623	30.039	-0.104	-0.024	-0.264
O	7.943	11.12	25.004	-0.109	0.107	0.541
O	11.84	0.414	27.362	-0.309	0.604	-0.064
O	11.449	2.942	30.308	-0.039	0.048	0.049
O	13.976	15.424	26.645	0.422	0.101	-0.556
O	9.998	0.725	29.906	0.47	-0.252	-0.43
O	11.778	11.882	30.16	-0.116	0.204	-0.439
O	9.404	8.748	24.545	-0.475	-0.223	-0.055
O	11.392	8.23	26.134	0.235	-0.237	0.511
O	2.034	8.759	33.771	-0.358	0.183	-0.177
O	3.363	11.975	31.814	0.05	0.652	0.248
O	8.691	14.744	30.474	0.398	-0.047	0.231
O	11.062	13.138	32.377	0.234	0.237	-0.231
O	13.622	12.325	32.065	0.288	-0.393	-0.146
O	15.986	6.248	27.568	0.221	0.206	0.066
Si	-0.021	0.077	5.404	-0.026	-0.028	-0.01
Si	2.638	2.819	5.337	0.005	0.002	-0.001
Si	-0.03	5.487	5.384	0.021	-0.021	-0.016
Si	2.669	8.175	5.365	0.031	-0.019	-0.004
Si	16.244	10.901	5.435	-0.027	-0.013	0.01
Si	2.684	13.645	5.395	-0.002	0.003	0.006
Si	5.338	0.096	5.43	-0.01	0.013	0.018
Si	8.016	2.828	5.494	-0.016	-0.017	0.018
Si	5.302	5.526	5.371	0.002	0.031	-0.009
Si	8.042	8.279	5.411	-0.009	0.017	-0.003
Si	5.353	10.939	5.37	0.006	0.003	0.014
Si	8.049	13.653	5.46	0.007	-0.003	0.006
Si	10.817	16.34	5.491	0.016	0.003	0.003
Si	13.601	2.792	5.472	-0.025	-0.021	0.012
Si	10.798	5.547	5.472	-0.006	-0.011	0.026
Si	13.544	8.199	5.443	-0.021	-0.009	-0.002
Si	10.727	10.945	5.525	0.012	0.019	0.024
Si	13.534	13.697	5.517	-0.009	0.006	0.012
Si	1.331	1.438	6.758	0.027	-0.016	-0.015
Si	3.959	4.174	6.753	-0.015	0.014	0.006
Si	1.32	6.838	6.761	0.01	-0.009	0.002
Si	4	9.57	6.737	-0.016	0.003	-0.011
Si	1.303	12.289	6.759	0.014	0.002	-0.009
Si	3.99	15.033	6.782	0.005	0.003	0.005
Si	6.687	1.431	6.825	0.011	0.01	-0.002
Si	9.429	4.174	6.812	0.006	0.004	-0.005
Si	6.684	6.882	6.744	0.005	-0.009	-0.002
Si	9.389	9.575	6.853	0.019	0.001	0.001
Si	6.68	12.291	6.792	-0.003	0.014	-0.007
Si	9.448	14.977	6.828	0.032	-0.011	-0.001
Si	12.187	1.429	6.8	-0.004	0.002	-0.004
Si	14.944	4.158	6.808	-0.015	0.011	-0.009
Si	12.169	6.882	6.83	-0.005	-0.01	-0.008
Si	14.885	9.567	6.81	0.008	-0.009	0.003
Si	12.138	12.32	6.83	-0.031	0.015	-0.002
Si	14.918	15.072	6.81	-0.021	0.01	-0.004
Si	-0.031	2.779	8.155	0.005	0.01	-0.008
Si	2.64	0.067	8.153	-0.001	0.01	0.003
Si	-0.05	8.205	8.131	-0.01	-0.002	-0.012
Si	2.643	5.505	8.166	0.002	-0.007	0.007
Si	16.265	13.663	8.135	0.002	0.016	-0.01
Si	2.651	10.928	8.123	0.002	-0.003	0.002
Si	5.32	2.813	8.143	-0.01	-0.029	-0.009
Si	8.075	0.056	8.146	-0.007	0.011	-0.008
Si	5.349	8.232	8.136	0.002	-0.007	-0.006
Si	8.055	5.544	8.142	0.022	0.008	-0.008
Si	5.339	13.666	8.146	0.003	-0.004	0.003
Si	8.042	10.955	8.185	0.012	0.001	0.003
Si	10.805	2.794	8.141	-0.012	0	-0.003
Si	13.537	0.077	8.179	-0.003	-0.005	0.002
Si	10.793	8.235	8.185	0.01	0.007	0.003
Si	13.547	5.504	8.154	-0.017	-0.01	0
Si	10.797	13.653	8.214	0.006	0.007	0.008
Si	13.518	10.943	8.158	-0.017	-0.008	-0.018
Si	1.297	4.146	9.534	0.02	-0.002	0.012
Si	3.988	1.436	9.514	0	0.005	0.002
Si	1.288	9.583	9.496	0.004	-0.011	-0.007
Si	4.001	6.877	9.513	-0.013	-0.004	0.004
Si	1.284	15.017	9.519	0.002	0.006	0.006
Si	3.99	12.295	9.503	-0.003	0.015	-0.006
Si	6.701	4.168	9.5	-0.003	0.012	-0.007
Si	9.441	1.425	9.49	0.032	-0.012	-0.009
Si	6.691	9.588	9.534	-0.004	0.004	-0.002
Si	9.42	6.882	9.529	0.003	-0.015	0.009
Si	6.711	15.016	9.504	0.005	-0.011	-0.006
Si	9.423	12.295	9.55	0.016	0.008	0.012
Si	12.171	4.149	9.501	0.005	-0.007	0
Si	14.91	1.429	9.522	-0.019	0.008	0
Si	12.159	9.599	9.534	-0.014	0.005	0.008
Si	14.906	6.866	9.508	-0.001	0.001	-0.006
Si	12.173	15.025	9.538	-0.022	0.001	0.013
Si	14.891	12.31	9.503	-0.007	-0.002	-0.011

Results
total energy: -115455.608 eV
total energy less fixed offsets of O -438.35, Si -107.03 eV per atom: 10.732 eV
